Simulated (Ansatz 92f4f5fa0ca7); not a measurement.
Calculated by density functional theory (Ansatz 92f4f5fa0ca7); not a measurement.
Periodic cell of 198 atoms, Si117O81, from a study of silicon, its oxide and their interface. The atomic structure is a simulated model.

Settings: functional PBE; potential files Ansatz PAW; basis plane waves; wave-function cutoff 700 eV; density cutoff ratio 5; exchange-correlation grid ratio 2; k mesh 2 x 2 x 1, shifted by 0.5 0.5 0.5 of a step; self-consistency stop 5e-08 eV per atom in the density residual; occupations Fermi-Dirac, 0.05 eV; spin none; net charge 0.

Cell vectors (angstrom)
a, 11.5983, 0, 0
b, 0, 11.5983, 0
c, 4.7684, -0.5787, 26.5719

Atoms: element, x, y, z (angstrom)
Si, -0.6715, 10.8206, -0.1059
Si, 2.6085, 4.1428, 1.58
Si, 3.7909, 8.1915, -0.4097
Si, 5.3558, 9.0339, 2.9415
Si, 4.0282, 1.602, -1.3031
Si, 5.4588, 7.4236, 1.2206
Si, 7.1265, -0.9218, 0.2867
Si, 8.9329, 3.1742, -1.3766
Si, 7.0778, 8.3757, -0.2871
Si, 5.2414, -0.6268, 1.6784
Si, 4.6758, 3.1367, 1.487
Si, 2.1238, 6.4753, -0.2992
Si, 9.1537, -0.4974, 1.4697
Si, 9.8763, 3.3639, 1.5766
Si, 10.0146, 7.2137, 1.7512
Si, 12.916, -0.7545, 1.3181
Si, 12.2866, 2.9064, 1.3193
Si, 12.4202, 7.1244, 1.67
Si, 5.199, 1.3602, 2.8995
Si, 5.4282, 5.2781, 2.4912
Si, 3.4123, 10.5208, 0.2731
Si, 9.1722, 1.4498, 2.813
Si, 9.4055, 5.2403, 2.9189
Si, 9.2858, 9.1545, 2.9127
Si, 12.9067, 1.1656, 2.7684
Si, 13.0942, 5.4219, 3.1228
Si, 13.006, 9.0604, 2.8748
Si, 3.2495, 1.3348, 4.198
Si, 3.5763, 5.3368, 4.1937
Si, 3.3815, 9.0641, 4.2549
Si, 7.2142, 1.434, 4.1408
Si, 7.2892, 5.2577, 4.08
Si, 7.3105, 9.0625, 4.2545
Si, 11.0853, 1.2978, 4.2296
Si, 11.1949, 5.1915, 4.4383
Si, 11.1528, 9.1403, 4.3372
Si, 3.3702, -0.5749, 5.6143
Si, 3.3742, 3.3142, 5.5519
Si, 3.4192, 7.1906, 5.68
Si, 7.3086, -0.5143, 5.4928
Si, 7.2298, 3.3371, 5.5286
Si, 7.2552, 7.1203, 5.6034
Si, 11.1415, -0.5446, 5.664
Si, 11.2416, 3.2069, 5.6627
Si, 11.1208, 7.1957, 5.6943
Si, 5.414, 11.0415, 6.8694
Si, 5.2904, 3.2269, 6.9633
Si, 5.332, 7.1223, 7.054
Si, 9.193, 11.1092, 6.9305
Si, 9.2191, 3.3092, 6.8475
Si, 9.1614, 7.1678, 7.0206
Si, 13.0485, 11.0309, 7.0148
Si, 13.1408, 3.3066, 7.1008
Si, 13.0568, 7.2168, 7.0342
Si, 5.4391, 1.2567, 8.3748
Si, 5.1612, 5.1119, 8.4053
Si, 5.3705, 9.171, 8.3006
Si, 9.3518, 1.4464, 8.2609
Si, 9.0867, 5.1467, 8.288
Si, 9.1792, 9.2045, 8.2948
Si, 13.2247, 1.2857, 8.4547
Si, 12.9409, 5.3216, 8.4175
Si, 13.0639, 9.1428, 8.4367
Si, 3.5525, 0.5592, 9.7457
Si, 3.2081, 5.2132, 9.8347
Si, 3.4771, 9.6648, 9.609
Si, 7.2961, 3.2654, 11.1793
Si, 7.1351, 5.1349, 9.6545
Si, 7.2858, 9.2176, 9.6978
Si, 11.259, 1.4189, 9.7335
Si, 10.9256, 5.2742, 9.758
Si, 11.0525, 9.1852, 9.7782
Si, 3.6948, 12.7805, 12.0584
Si, -0.1564, 3.3473, 11.0705
Si, 3.4506, 8.0799, 11.3666
Si, 7.755, 11.1965, 11.0562
Si, 7.489, 1.4562, 9.6369
Si, 7.7568, 7.1517, 10.7
Si, 10.8979, 11.143, 11.1976
Si, 13.7271, 3.8826, 11.5746
Si, 10.1439, 7.2879, 10.8942
Si, 6.0251, 13.1185, 12.6107
Si, 5.1525, 4.8909, 15.0703
Si, 5.8255, 7.4623, 13.2453
Si, 6.9381, 3.2956, 14.8851
Si, 9.128, 3.9761, 12.6547
Si, 10.1135, 6.9822, 13.211
Si, 13.0769, 11.1142, 13.678
Si, 13.8625, 5.4047, 14.3275
Si, 13.0829, 8.0905, 13.6165
Si, 6.1223, 1.6417, 19.6641
Si, 9.1076, 3.3358, 17.0861
Si, 12.9068, 5.799, 18.7469
Si, 3.8322, 7.2652, 19.0261
Si, 4.1656, 0.1713, 24.613
Si, 1.4082, 12.8483, 16.3644
Si, 6.617, 1.8345, 24.858
Si, 9.7913, 7.492, 24.1208
Si, 3.0959, 5.2338, 21.0264
Si, 14.6775, 5.2127, 23.943
Si, 9.2143, 8.8208, 21.5414
Si, 6.1928, 6.4063, 17.4943
Si, 15.2002, 0.9469, 18.2992
Si, 9.1964, 9.7183, 17.3167
Si, 11.8724, 4.1786, 16.2892
Si, 2.3434, 9.9329, 19.6117
Si, 6.2535, 4.8956, 24.2187
Si, 3.5895, 13.798, 20.8957
Si, 8.5317, 11.1496, 19.7572
Si, 7.6668, 4.4514, 19.4707
Si, 2.1724, 11.5258, 22.3704
Si, 8.1713, 6.0953, 22.0678
Si, 11.2456, 8.3907, 19.1523
Si, 7.798, 7.9948, 15.2769
Si, 2.5531, 7.4495, 26.1923
Si, 10.5248, 12.1728, 17.8445
Si, 11.531, 0.5769, 24.3571
O, 3.3076, 1.5236, 24.9963
O, 4.6847, 2.4973, -0.0647
O, 9.0056, 3.6736, 0.1759
O, 3.0087, 14.2626, 12.2563
O, 3.6724, 6.6229, 10.6482
O, 2.8636, 11.6643, 12.9771
O, 15.1356, 4.5415, 14.892
O, 13.6006, 5.0321, 12.7596
O, 4.587, 8.2539, 12.5415
O, 1.9503, 8.1493, 12.0444
O, 6.333, 1.9309, 14.1987
O, 6.759, 11.6254, 12.3291
O, 6.9604, 7.0809, 12.1566
O, 11.8542, 11.1637, 12.5749
O, 9.3026, 11.0994, 11.7252
O, -1.1786, 2.9503, 12.3952
O, 11.5442, 7.5726, 13.7591
O, 8.2704, 4.9399, 20.913
O, 2.9222, 5.0931, 0.2421
O, 12.2734, 0.0278, 23.006
O, 8.569, 10.2684, 21.1306
O, 5.1849, 1.5294, -2.4822
O, 5.2442, 1.1359, 18.346
O, 8.1286, 7.5892, 21.3614
O, 2.1005, 10.5145, 21.1073
O, 13.3285, 5.0847, 20.1501
O, 3.6223, 11.6594, -0.92
O, 7.4126, 0.7011, 19.923
O, 12.1337, 12.375, 17.6862
O, 2.5935, 13.05, 21.9283
O, 10.173, 8.5616, 17.9285
O, 6.6377, 3.1854, 19.5729
O, 7.3407, 6.9985, 16.4969
O, 2.6102, 6.6016, 18.1381
O, 8.9364, 4.0446, 18.54
O, 7.6304, 3.1867, 16.3879
O, 6.7319, 3.3158, 24.139
O, 8.2266, 3.7833, 14.0034
O, 9.9686, 5.3631, 12.9877
O, 10.2383, 4.1743, 16.2393
O, 14.0699, 7.0347, 14.4056
O, 14.7026, -0.5586, 18.6935
O, 11.7228, 6.8525, 19.0596
O, 13.2594, 9.5847, 14.2221
O, 5.0844, 13.1235, 20.9305
O, 3.7434, 3.7656, 21.2549
O, -1.1492, 9.2722, -0.6693
O, 6.9429, 0.0082, -1.075
O, 12.3673, 4.6458, 17.7625
O, 5.3957, 6.0712, 13.9574
O, 3.3468, 8.6582, 19.6961
O, 8.9549, 7.3863, 14.3055
O, 6.8951, 5.6938, 18.7659
O, 2.9844, 12.8558, 16.8171
O, 10.0173, 11.7993, 19.3758
O, 10.5252, 8.6015, 20.5939
O, 12.4912, 2.7226, 15.9604
O, 9.6477, 8.8151, 23.1231
O, 12.7611, 11.9505, 15.0387
O, 6.4996, 8.4267, 14.3865
O, 12.4893, 5.1562, 15.1661
O, 8.141, 10.1856, 18.4857
O, 5.2928, 5.3625, 16.6361
O, 6.8406, 5.7689, 22.9511
O, 5.1606, 7.5261, 18.1136
O, 3.3202, 10.9944, 23.416
O, 14.59, 2.031, 19.3754
O, 14.3306, 6.3036, 25.0682
O, 9.7153, 1.8612, 17.3283
O, 8.3846, 9.3147, 15.9924
O, 5.9069, 1.9483, 26.3404
O, 9.0477, 4.4449, -2.3781
O, 10.1312, 10.9578, 16.8406
O, 14.3227, 5.8499, 22.4861
O, 5.6664, 0.6775, 24.1222
O, 16.2415, 4.8694, 24.0572
O, 6.562, 8.0028, -1.8741
O, 9.4375, 6.1717, 23.1482
O, 7.4942, 2.5076, -1.6818
O, 12.4967, 9.4448, 18.9992
O, 4.1545, 6.2074, 20.2435

Results
free energy: -120453.627 eV
free energy less fixed offsets of O -569.03, Si -635.61 eV per atom: 4.173 eV
pressure: -0.46 GPa
stress xx, yy, zz, yz, xz, xy (GPa, positive in tension): 1.21, 0.07, 0.09, -0.08, -0.1, 0.63

Forces (eV/angstrom), in the order of the atoms: element, x, y, z
Si, -0.2603, -0.6922, 0.3375
Si, -1.1295, -0.0813, 0.1302
Si, -0.0632, -0.0237, 0.065
Si, -0.0028, 0.021, 0.2319
Si, -0.4253, 0.2639, -0.2099
Si, -0.0658, -0.07, 0.1118
Si, -0.6027, 0.5074, -0.0202
Si, -0.0282, 0.0164, -0.0137
Si, -0.1075, -0.1635, -0.5511
Si, 0.1656, -0.0475, -0.0282
Si, 0.2024, -0.1884, -0.0336
Si, 0.0285, 0.2343, 0.297
Si, 0.0421, -0.1261, 0.0844
Si, -0.2199, 0.029, -0.0954
Si, 0.0314, 0.0059, -0.2971
Si, -0.0811, -0.1017, 0.2378
Si, 0.3235, 0.0411, -0.2333
Si, 0.0534, 0.0564, -0.2046
Si, 0.0975, -0.1064, 0.2177
Si, 0.041, 0.1441, 0.1218
Si, 0.1149, 0.0268, 0.0189
Si, 0.1096, -0.0357, -0.0322
Si, -0.0925, 0.0933, 0.0977
Si, 0.0375, 0.0317, 0.0983
Si, -0.0607, -0.086, -0.0079
Si, 0.5236, 0.4828, 0.4245
Si, 0.0779, 0.0123, -0.0719
Si, -0.1003, 0.1123, 0.1553
Si, -0.1262, 0.2726, 0.3514
Si, -0.032, 0.0195, -0.1493
Si, -0.0511, 0.0307, -0.0009
Si, 0.0225, -0.0193, -0.1435
Si, 0.0442, 0.0171, -0.1132
Si, 0.033, -0.0248, 0.1438
Si, 0.0326, -0.1124, 0.0103
Si, -0.0173, 0.0616, -0.0432
Si, 0.0119, -0.0011, -0.0481
Si, 0.0724, 0.0838, -0.0996
Si, 0.294, -0.1378, 0.0924
Si, 0.0684, -0.0043, -0.0288
Si, 0.0064, -0.0894, 0.0909
Si, 0.0197, 0.0215, 0.0861
Si, -0.0288, 0.0107, -0.021
Si, -0.1765, -0.0391, 0.0121
Si, 0.0387, -0.0152, -0.0015
Si, -0.1067, -0.0806, -0.0395
Si, -0.0082, -0.025, 0.0729
Si, -0.1443, 0.1853, 0.1525
Si, -0.0197, -0.1279, -0.0313
Si, -0.0095, -0.0316, -0.0504
Si, -0.0646, 0.0116, 0.0641
Si, 0.0705, 0.0147, -0.0213
Si, 0.0574, -0.0458, 0.0682
Si, 0.085, -0.0054, 0.0054
Si, -0.0101, 0.1333, 0.117
Si, -0.0222, 0.0417, -0.2883
Si, 0.1847, -0.13, -0.0588
Si, -0.0243, -0.0682, 0.0678
Si, 0.0593, -0.0658, 0.022
Si, 0.0432, 0.0979, -0.0144
Si, 0.1428, 0.0048, -0.053
Si, -0.2194, 0.0092, -0.0307
Si, -0.1081, 0.0096, 0.0374
Si, 0.029, -0.2164, -0.1782
Si, 0.3628, 0.3276, 0.1189
Si, -0.0445, 0.2025, 0.021
Si, 0.1831, -0.0189, -0.1927
Si, -0.022, -0.2311, 0.0587
Si, 0.0328, 0.2525, 0.1542
Si, -0.1412, -0.0512, -0.0229
Si, -0.0399, 0.1849, 0.1393
Si, -0.0423, 0.0952, 0.093
Si, -0.1468, -0.2875, -0.0079
Si, -0.3939, -0.3555, 0.0761
Si, -0.1114, 0.1997, -0.2606
Si, 0.3404, -0.02, 0.031
Si, 0.1128, 0.0187, -0.1127
Si, -0.4024, 0.1683, -0.0014
Si, -0.1433, -0.2416, 0.3133
Si, 0.181, 0.2465, 0.4081
Si, 0.0777, -0.0132, -0.2433
Si, 0.2416, -0.0323, 0.1058
Si, -0.2411, 0.05, 0.0363
Si, 0.226, 0.2215, -0.1176
Si, -0.055, 0.3475, 0.0515
Si, 0.1517, -0.3885, 0.1508
Si, 0.0322, 0.1677, -0.1572
Si, -0.0959, 0.0967, 0.0233
Si, -0.0852, 0.0677, 0.0122
Si, 0.149, -0.2335, 0.1405
Si, 0.065, -0.0863, -0.0344
Si, 0.3954, -0.0449, 0.1122
Si, -0.0212, 0.0119, 0.0522
Si, -0.0205, -0.0043, 0.0158
Si, -0.2512, 0.1037, -0.1439
Si, -0.1206, 0.0642, 0.1251
Si, 0.2782, -0.0488, 0.2693
Si, 0.0017, 0.0004, -0.1585
Si, -0.1379, 0.0688, -0.0345
Si, -0.1367, 0.3866, 0.0225
Si, 0.0192, -0.0099, -0.0417
Si, 0.0608, 0.1358, 0.1495
Si, -0.1707, -0.0044, -0.0172
Si, 0.0493, 0.0623, -0.0347
Si, 0.0966, -0.1827, 0.124
Si, -0.0527, -0.0124, -0.0053
Si, -0.2814, 0.1958, -0.3562
Si, -0.1686, 0.0018, -0.1384
Si, 0.1436, -0.0801, -0.1447
Si, 0.0272, 0.0742, -0.0267
Si, -0.0568, 0.119, -0.3294
Si, 0.1979, 0.1412, 0.037
Si, -0.0059, 0.0451, -0.1079
Si, 0.1023, 0.1999, 0.1267
Si, 0.422, -0.6679, 0.7097
Si, 0.0532, -0.0847, 0.0663
Si, 0.2404, -0.124, 0.0234
O, 0.1577, -0.1671, -0.0401
O, 0.2367, 0.0636, 0.0563
O, 0.2122, -0.0947, 0.1712
O, -0.0509, -0.0572, -0.0171
O, -0.2188, -0.162, -0.0804
O, 0.0644, 0.1974, -0.0735
O, 0.2216, 0.0418, 0.0672
O, -0.03, -0.0925, -0.0516
O, 0.0797, -0.0712, 0.0511
O, -0.0443, -0.0605, -0.0819
O, -0.024, -0.3636, 0.0325
O, -0.2186, 0.4375, 0.001
O, 0.1576, -0.0643, 0.1021
O, -0.0844, 0.0771, -0.2555
O, -0.0477, 0.0813, -0.4143
O, 0.2071, 0.3395, -0.3389
O, -0.0906, -0.0916, 0.215
O, -0.0205, 0.0551, 0.0806
O, 0.115, 0.3669, 0.0692
O, -0.0918, 0.0231, 0.1353
O, 0.0299, -0.0236, 0.042
O, 0.2136, -0.2013, 0.1893
O, 0.0355, 0.0345, 0.0175
O, -0.0555, -0.1132, -0.0451
O, 0.0357, 0.0528, 0.1053
O, 0.0862, 0.0451, 0.009
O, 0.0862, -0.2284, -0.0756
O, -0.0934, 0.0725, 0.0173
O, 0.0451, 0.0247, -0.0774
O, 0.0174, -0.1032, 0.0993
O, 0.0136, 0.0332, 0.0034
O, 0.0097, 0.0247, -0.0061
O, 0.0309, -0.0776, -0.0906
O, 0.0478, 0.0198, -0.0048
O, -0.0259, -0.0098, -0.0155
O, -0.1073, -0.132, -0.2628
O, -0.1832, 0.0033, -0.0681
O, 0.0091, -0.051, 0.1168
O, -0.2557, -0.2329, 0.1404
O, -0.1644, 0.0009, -0.0656
O, -0.0851, 0.0631, -0.0809
O, 0.0658, -0.0104, -0.0076
O, 0.017, -0.0056, 0.0103
O, 0.0231, -0.042, -0.0647
O, 0.0513, 0.0173, 0.0696
O, 0.0687, -0.0112, 0.1231
O, 0.1546, 0.5068, -0.0951
O, 0.0044, -0.0274, -0.085
O, 0.0044, 0.0121, -0.0288
O, -0.0326, -0.1642, 0.1236
O, 0.0232, -0.0321, 0.0055
O, 0.1797, -0.1055, -0.0032
O, -0.0129, -0.0166, 0.0222
O, 0.061, 0.0008, 0.0031
O, -0.095, 0.0007, 0.0262
O, -0.0574, -0.0102, 0.0911
O, -0.0075, 0.0313, -0.0416
O, 0.0317, -0.0309, 0.053
O, 0.0415, -0.0344, -0.2148
O, -0.0675, -0.1342, -0.1142
O, -0.0099, 0.0056, -0.1252
O, 0.0085, 0.0005, 0.038
O, -0.0966, -0.0533, -0.1782
O, -0.1305, -0.1218, 0.0899
O, 0.0203, -0.1017, -0.0398
O, 0.1799, 0.081, 0.1893
O, 0.095, -0.0642, -0.0113
O, 0.0158, 0.0576, -0.3203
O, -0.15, 0.1689, -0.0652
O, -0.0307, -0.0813, -0.0346
O, -0.3323, -0.5859, -1.1874
O, -0.0111, -0.1597, 0.061
O, -0.0366, -0.003, 0.0892
O, 0.086, -0.1074, 0.0295
O, -0.1949, 0.1649, -0.1925
O, 0.2659, -0.1681, -0.0182
O, 0.1512, 0.1175, 0.2797
O, -0.0553, 0.057, -0.0048
O, -0.0802, 0.0473, 0.0228
O, 0.0512, -0.0141, 0.0244
O, -0.0304, -0.0205, 0.0172

The program warned: the cutoff lies below the one the program advises for these potential files.
